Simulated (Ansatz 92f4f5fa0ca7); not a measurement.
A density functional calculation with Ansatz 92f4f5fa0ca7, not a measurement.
Periodic cell of 220 atoms, Si132O88, from a study of silicon, its oxide and their interface. The atomic structure is a simulated model.

Settings
functional: r2SCAN
potential files: Ansatz PAW
basis: plane waves
wave-function cutoff: 800 eV
density cutoff ratio: 5
exchange-correlation grid ratio: 1
k mesh: 1 x 1 x 1, shifted by 0.5 0.5 0 of a step
self-consistency stop: 1e-10 eV per atom in the density residual
occupations: fixed
spin: none
net charge: 0

Cell vectors (angstrom)
a	10.888	0	0
b	0	10.888	0
c	0	0	31.9804

Atoms and the computed forces on them: element, x, y, z (angstrom), force x, y, z (eV/angstrom)
Si	0.6338	-0.4234	0.0606	0.0166	-0.0282	0.0842
Si	2.8955	2.7574	0.3997	0.0034	0.0003	0.0555
Si	1.0506	5.1502	-0.2014	0.0067	-0.0151	0.1141
Si	2.3785	8.6818	0.1484	-0.0212	0.0201	0.064
Si	4.9698	0.4753	0.1139	-0.0076	0.02	0.0921
Si	7.7347	3.1475	-0.1641	-0.0239	0.0053	0.1127
Si	5.5176	5.3601	0.1321	0.0175	-0.0132	0.0734
Si	8.3736	8.1035	-0.1072	-0.0038	-0.001	0.1023
Si	1.3802	1.3363	1.4724	-0.0023	0.0009	-0.007
Si	4.2149	4.1534	1.6589	-0.0003	0.0014	-0.0055
Si	1.5762	6.8284	1.3747	0.0016	0.0019	-0.0043
Si	4.0066	9.698	1.4608	0.0004	0.0003	-0.007
Si	6.7821	1.4491	1.2282	-0.0007	-0.0036	-0.0064
Si	9.3995	3.9833	1.3051	-0.013	-0.0079	0.0178
Si	6.848	6.9088	1.2937	-0.0011	0.0006	-0.0062
Si	9.6913	9.5006	1.2534	-0.001	0.0011	-0.0046
Si	-0.0946	2.6856	2.7184	-0.0041	0.0003	-0.001
Si	2.7043	0.0572	2.9166	-0.0018	-0.0003	0.0004
Si	0.04	8.0877	2.6983	0.0001	0.0003	0.0002
Si	2.8095	5.5283	2.8751	0.0002	-0.0027	0.0019
Si	5.572	2.7103	2.8434	-0.001	0.0024	0.0004
Si	8.2117	0.0245	2.5437	-0.0003	-0.0005	0.0006
Si	5.4599	8.2523	2.6637	-0.0002	0.0006	0.001
Si	8.185	5.4969	2.6794	0.0005	-0.005	-0.003
Si	1.3233	4.1	4.0471	-0.0017	-0.0001	-0.0009
Si	4.1321	1.397	4.1781	0.0006	-0.0009	-0.0001
Si	1.348	9.4809	4.1256	-0.0005	-0.0007	0.0006
Si	4.1682	6.8971	4.1456	-0.0021	-0.0004	-0.0007
Si	6.8932	4.1213	4.1243	0	-0.0011	0.0003
Si	9.488	1.3252	4.072	0.0004	0.0008	-0.0004
Si	6.844	9.5899	3.999	-0.0014	0.0003	0.0004
Si	9.5363	6.8051	4.0822	-0.0013	-0.001	0.0004
Si	-0.0331	-0.0257	5.4339	0.0005	0.0002	0.0003
Si	2.6965	2.7553	5.4364	-0.0008	0.0004	-0.0003
Si	-0.006	5.4382	5.4516	-0.0005	-0.0001	-0.0001
Si	2.746	8.184	5.4985	-0.0006	-0.0007	-0.0007
Si	5.4832	-0.007	5.464	0.0006	-0.0005	-0.0007
Si	8.1982	2.7186	5.4727	-0.0008	-0.0007	0
Si	5.4862	5.4665	5.4564	0.0002	-0.0013	-0.0002
Si	8.1639	8.1948	5.3929	-0.0022	-0.0004	-0.0005
Si	1.3473	1.3496	6.7764	-0.0012	-0.0003	-0.0011
Si	4.0657	4.1124	6.7781	-0.0013	0.0005	-0.0008
Si	1.363	6.7946	6.8111	-0.0013	0.0004	-0.001
Si	4.1045	9.5398	6.8435	-0.0002	0.0001	-0.0013
Si	6.8095	1.3716	6.8218	-0.0008	-0.0004	-0.0013
Si	9.5476	4.072	6.8338	-0.0012	0.0001	-0.0014
Si	6.8291	6.8268	6.7953	-0.0004	-0.0002	-0.0005
Si	9.5017	9.5258	6.7901	0.0003	-0.0003	-0.0005
Si	0.0033	2.6873	8.1715	-0.0009	-0.001	-0.0012
Si	2.6986	0.0052	8.1651	-0.0007	-0.0005	-0.0004
Si	-0.0226	8.1705	8.1351	-0.001	-0.0004	-0.0003
Si	2.716	5.4293	8.1669	-0.0009	-0.0013	-0.001
Si	5.401	2.7303	8.1359	0.0001	-0.0006	-0.0002
Si	8.149	-0.0245	8.1632	-0.0013	-0.0005	-0.0012
Si	5.4492	8.1403	8.177	-0.0014	-0.0002	-0.0009
Si	8.158	5.4457	8.1618	-0.0013	-0.0003	-0.0011
Si	1.3602	4.0558	9.5151	-0.0016	-0.0001	-0.0009
Si	4.055	1.3702	9.5142	-0.0006	-0.0001	-0.001
Si	1.3349	9.5054	9.5153	-0.0013	0.0001	-0.001
Si	4.077	6.7745	9.5266	-0.0014	-0.0003	-0.0002
Si	6.7538	4.0847	9.4974	-0.0012	-0.0006	-0.0016
Si	9.5129	1.3168	9.5138	-0.0011	-0.0005	-0.0011
Si	6.7965	9.5026	9.533	-0.0007	-0.0006	0.0001
Si	9.4996	6.8365	9.5027	-0.0007	0.001	-0.0011
Si	-0.045	-0.057	10.8982	-0.0002	-0.0011	-0.001
Si	2.7012	2.704	10.9049	-0.0004	0.0004	-0.0007
Si	-0.0176	5.465	10.7937	0.0001	-0.0002	0
Si	2.7017	8.1285	10.8583	-0.0014	-0.0002	-0.0007
Si	5.402	-0.0326	10.8423	0.0002	0.0005	-0.0013
Si	8.0944	2.6704	10.8039	-0.0019	-0.0007	-0.0005
Si	5.4133	5.421	10.9194	-0.0004	0	-0.0019
Si	8.1359	8.1499	10.9297	0.0003	0.0001	-0.0018
Si	1.3229	1.3106	12.2161	0.0007	-0.0011	0.0025
Si	4.0532	4.0552	12.2891	-0.0008	0.0003	0.0029
Si	1.3409	6.7611	12.2078	-0.0003	-0.0005	0.0022
Si	4.056	9.4894	12.204	-0.0004	0	0.0019
Si	6.7549	1.2981	12.2025	0.0027	-0.0013	0.0011
Si	9.4436	4.1106	12.0339	-0.003	0.0016	0.0009
Si	6.7533	6.7978	12.2951	0	-0.0008	0.0025
Si	9.4884	9.4923	12.3219	-0.0003	0.001	0.0013
Si	-1.6454	1.6984	14.7171	0.0206	-0.0098	0.0781
Si	2.662	-0.085	13.5712	0.0009	-0.0011	-0.0056
Si	-0.0164	8.0813	13.6233	-0.0003	-0.0023	-0.0051
Si	2.6675	5.4044	13.6384	-0.0026	0.0011	-0.0058
Si	5.3792	2.6164	13.5941	0.001	-0.0022	-0.0063
Si	8.0777	-0.0364	13.6613	-0.0047	0.0016	-0.0065
Si	5.3755	8.1559	13.6647	0.0003	0.003	-0.006
Si	8.1159	5.3482	13.5337	0.0027	-0.002	-0.0049
Si	1.0372	4.1609	14.8055	0.0052	-0.018	0.088
Si	4.2036	1.0368	14.9134	-0.013	0.0103	0.0826
Si	1.5583	9.236	14.9387	-0.0179	0.0144	0.0851
Si	3.7677	7.0197	14.9655	0.0147	-0.0154	0.0845
Si	6.9608	3.7708	14.8563	-0.0155	0.0172	0.0894
Si	10.7755	2.7614	13.35	0.0006	0.0017	0.0001
Si	6.468	9.746	15.0321	0.0185	-0.019	0.1097
Si	9.7598	6.3925	14.8159	-0.0169	0.0134	0.1073
Si	2.7305	2.7642	17.0302	-0.0159	0.0155	0.1998
Si	14.0537	1.3434	27.9131	-0.0228	-0.0203	0.1966
Si	-6.7699	7.2557	29.9818	0.0112	0.0149	0.229
Si	9.0262	-4.2576	17.7725	-0.0009	-0.0442	0.2305
Si	9.4213	3.3876	29.2322	-0.0117	0.0211	0.2412
Si	21.5311	10.8995	16.8669	-0.0326	0.0095	0.2033
Si	12.6872	-7.987	23.5128	0.019	-0.0173	0.2248
Si	6.8322	16.2318	19.2831	0.0441	0.009	0.2475
Si	4.9666	-5.8784	17.0077	0.0018	-0.0114	0.2118
Si	6.178	3.3666	24.6336	-0.0024	-0.0115	0.2167
Si	1.5259	-5.4356	21.6715	0.0319	0.0069	0.2245
Si	-8.7036	-2.7005	22.376	0.0391	0.0339	0.179
Si	3.1742	10.9151	23.0776	-0.0028	-0.0069	0.1753
Si	-14.2308	-3.3196	21.305	0.0246	0.001	0.2355
Si	11.5664	12.8827	19.0247	-0.0584	0.0255	0.2419
Si	14.5325	8.6542	24.8492	0.0223	-0.0211	0.2195
Si	-10.7637	-3.2132	27.2835	0.0175	-0.0107	0.2392
Si	9.9292	1.2002	21.4192	-0.0223	-0.0247	0.2433
Si	14.4059	3.7138	26.0501	-0.0063	0.0214	0.2272
Si	0.644	-9.6739	29.3528	-0.0344	-0.0111	0.2357
Si	-2.8879	-1.484	17.7062	0.0021	0.0189	0.2505
Si	-0.6954	6.3665	29.8746	-0.0013	-0.0308	0.214
Si	-11.3548	1.3242	24.413	-0.0004	-0.0193	0.2726
Si	18.5126	10.5044	20.4522	-0.0135	0.0364	0.2576
Si	-4.5909	-1.3943	29.9629	-0.0077	-0.0173	0.2137
Si	-2.6374	13.2594	26.4738	0.0186	0.0047	0.2675
Si	6.1741	0.7977	22.7719	-0.0275	0.0077	0.2334
Si	18.1331	5.6771	23.5172	-0.0397	-0.0105	0.227
Si	-4.4687	-1.3736	24.8943	-0.0334	0.0098	0.2134
Si	0.8957	-0.152	26.7534	0.0039	0.009	0.2373
Si	6.0828	-10.6131	27.4845	0.0138	-0.0186	0.2454
Si	13.8713	-4.2306	27.0844	-0.0029	-0.0133	0.2468
Si	-2.4549	3.9708	21.2119	-0.0026	-0.0153	0.2268
Si	-2.1039	-3.3765	25.1144	0.0316	0.0183	0.2455
Si	10.7213	15.7155	19.3404	0.0171	0.0024	0.224
Si	10.3301	7.4038	22.4318	0.0078	0.0382	0.2015
O	-3.9624	7.0382	-9.2686	0.0116	0.035	-0.1364
O	-12.2108	-6.0773	-11.5252	0.0417	0.0148	-0.1193
O	0.658	-1.7284	-5.0166	0.0014	0.0143	-0.0738
O	-11.0349	-7.5327	-13.321	0.0122	-0.0303	-0.0855
O	4.5655	27.7997	-1.0282	-0.0327	0.0448	-0.1001
O	-1.9503	2.4777	-10.5035	0.0044	0.0177	-0.0771
O	8.3561	13.693	-1.6458	0.0525	0.0041	-0.1452
O	2.5741	3.4544	-7.1838	-0.0531	-0.0258	-0.1562
O	2.0764	3.9024	-0.4847	-0.0174	0.0089	-0.0515
O	3.77	-6.9226	-14.8212	-0.001	-0.0071	-0.0689
O	-1.5699	-0.8533	-14.9175	0.0374	0.0173	-0.0844
O	12.1115	-5.7931	-11.8566	-0.047	-0.0284	-0.1523
O	9.0474	3.0565	-4.2812	-0.0421	-0.0408	-0.1784
O	3.9382	12.5798	-0.3326	0.0045	-0.0098	-0.0459
O	13.8618	-2.7142	-1.3025	0.0444	-0.0381	-0.1092
O	-10.9203	-5.602	15.3291	0.0063	-0.003	-0.0531
O	-1.3945	5.0061	29.3377	-0.0088	-0.0207	-0.0769
O	10.2664	1.2206	15.8874	-0.0321	0.0315	-0.1031
O	3.4639	1.5367	16.2861	0.0352	-0.0359	-0.1
O	11.8168	20.8554	16.268	0.0399	-0.0389	-0.0972
O	4.4386	6.3708	16.3148	-0.0285	0.0417	-0.1003
O	0.4034	1.6488	20.6182	0.0479	0.0241	-0.1562
O	11.0856	16.8494	22.4837	0.0124	-0.021	-0.0755
O	13.5566	-2.7473	15.4689	-0.0013	0.0008	-0.0395
O	6.2003	4.4062	16.156	0.0402	-0.0332	-0.1103
O	6.8412	-4.2106	20.1826	-0.0223	-0.0619	-0.1366
O	28.6117	-11.2342	23.7181	0.0057	0.0486	-0.127
O	10.4464	6.0725	18.3386	-0.0361	0.0454	-0.1092
O	16.3128	5.2677	18.5338	-0.0593	-0.0131	-0.1407
O	19.9851	6.9444	16.2019	0.0209	-0.0016	-0.169
O	-14.302	-18.3047	25.5921	-0.045	0.0292	-0.1193
O	8.127	2.7242	15.3758	-0.0034	-0.001	-0.0447
O	9.7573	7.3082	26.3654	-0.0776	-0.004	-0.151
O	4.9461	13.9803	25.6284	0.0449	0.0013	-0.0924
O	12.8741	-6.8345	22.3793	-0.0143	0.0689	-0.124
O	6.3849	-8.6554	23.4991	0.0074	-0.0519	-0.1125
O	15.4964	0.5489	22.6196	0.023	0.0041	-0.0686
O	7.355	-0.5235	18.8584	0.0122	-0.0423	-0.1833
O	17.617	10.1431	28.5638	-0.0082	0.062	-0.1588
O	9.194	10.8779	20.6365	-0.0175	-0.0192	-0.0869
O	13.1554	12.2743	23.0775	0.0032	-0.0082	-0.0694
O	-7.4096	8.0133	26.3302	0.0181	0.0596	-0.141
O	-0.7802	0.6804	22.9567	-0.0194	-0.0008	-0.1882
O	18.0754	9.1138	21.1409	0.0093	0.0204	-0.0918
O	28.5587	0.7405	21.2723	0.0483	-0.0305	-0.1406
O	5.7864	-0.5414	26.1343	0.011	-0.0565	-0.1589
O	7.7353	8.7161	25.3747	-0.0011	-0.0097	-0.0736
O	-7.3314	-15.0862	28.5952	-0.0446	-0.0226	-0.189
O	-3.9258	-1.7241	16.4909	-0.0486	0.0122	-0.1479
O	24.3056	28.5381	21.6272	-0.009	-0.0432	-0.0778
O	0.1796	0.6697	18.2678	-0.0108	-0.0536	-0.1361
O	-1.7257	-3.4644	21.3248	-0.0498	-0.0023	-0.104
O	0.0885	-10.258	27.9388	0.0064	-0.043	-0.1492
O	-6.1741	0.9168	28.0837	0.0066	0.0044	-0.0774
O	3.0411	-8.038	27.3317	0.0149	0.053	-0.1143
O	-4.9427	4.8084	23.9258	0.0262	0.0397	-0.0871
O	7.1111	14.9522	20.2605	-0.0416	0.0338	-0.121
O	-10.1014	-4.9456	30.3916	-0.0377	0.0232	-0.1052
O	7.9972	-4.7596	24.8738	-0.0269	-0.0261	-0.1083
O	-16.3508	-2.725	29.7196	-0.0012	0.0017	-0.0676
O	0.2693	2.7257	24.0385	0.0161	0.0155	-0.0874
O	1.5113	3.3136	16.1215	-0.0261	0.0353	-0.1082
O	-2.4033	8.0223	18.4208	0.0063	0.0076	-0.0977
O	-1.6104	7.0137	31.0553	0.0416	-0.0355	-0.099
O	0.2733	0.1765	30.5479	0.0014	0.0622	-0.1542
O	12.2482	-4.2433	27.0892	0.0149	0.0001	-0.0785
O	5.2148	-2.3679	24.4422	0.0047	-0.0047	-0.0705
O	-1.7153	1.5871	25.4037	0.0494	-0.0232	-0.1318
O	-1.1871	7.8426	23.8403	0.0408	-0.0128	-0.1607
O	11.4975	-2.4153	22.122	-0.0145	-0.0095	-0.0613
O	-8.6945	-8.5992	18.5006	0.0543	0.0148	-0.1252
O	10.8346	2.6588	29.5848	0.0029	-0.0116	-0.0783
O	-7.3573	-5.5945	26.4024	0.0123	-0.0489	-0.0865
O	2.2687	1.351	29.2825	0.0463	-0.0004	-0.1146
O	2.8152	9.6678	22.0618	-0.0131	-0.019	-0.0836
O	7.9713	5.4632	18.1406	0.0283	0.0251	-0.107
O	-2.705	4.704	22.6304	0.04	-0.0429	-0.1448
O	27.1207	10.8707	15.4237	-0.006	0.0045	-0.0452
O	0.4475	0.2888	25.2704	-0.0352	0.0438	-0.1507
O	10.4906	4.5733	32.2159	0.0269	0.0171	-0.0559
O	10.4322	7.5281	28.7893	0.0291	0.0467	-0.1647
O	-3.7083	-9.4931	27.1702	0.0148	0.0224	-0.0924
O	2.631	7.8189	23.9034	-0.0454	-0.0105	-0.1373
O	-7.649	-0.668	24.5621	-0.0074	0.0293	-0.1067
O	-3.2828	9.0888	30.8213	-0.0464	0.0306	-0.0966
O	5.4351	10.6164	30.734	0.031	-0.0406	-0.1167
O	6.5684	4.2627	31.4829	0.0075	-0.0042	-0.0449
O	2.454	0.2408	26.9623	-0.0152	-0.0223	-0.085

Results
free energy: -134624.584 eV
free energy less fixed offsets of O -570.45, Si -639.56 eV per atom: -3.064 eV

The program warned: the cutoff lies below the one the program advises for these potential files; the forces do not sum to zero within the program's tolerance; empty levels may hold ghost states of the PAW files; the exchange-correlation potential is rough where the density is thin.
